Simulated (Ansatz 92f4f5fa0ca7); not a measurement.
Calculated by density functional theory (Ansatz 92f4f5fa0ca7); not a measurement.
Periodic cell of 210 atoms, Si128O78As4, from a study of silicon, its oxide and their interface. The atomic structure is a simulated model.
Doubt: the cutoff is far below the 930 eV that the study's wrapper takes by default for these files, so forces and energies are approximate.
This geometry differs little from another in the collection (a relaxation step or a small displacement).

Settings
functional: PBE
potential files: Ansatz PAW
basis: plane waves
wave-function cutoff: 580 eV
density cutoff ratio: 5
exchange-correlation grid ratio: 1
k mesh: 1 x 1 x 1, Gamma-centred
self-consistency stop: 5e-08 eV per atom in the density residual
occupations: fixed
spin: none
net charge: 0

Cell vectors (angstrom)
a  10.938  0  0
b  0  10.938  0
c  0  0  31.7055

Atoms: element, x, y, z (angstrom)
Si  -0.4568  0.5751  24.4204
Si  6.1253  -0.8279  24.2465
As  2.2849  3.1447  24.0983
Si  8.5618  2.1755  24.4489
As  0.4106  4.9437  24.1062
Si  5.0547  5.8949  24.2153
Si  3.2252  7.5981  24.1242
Si  7.9476  8.5195  24.4739
Si  1.3575  1.4789  25.6146
Si  6.8149  1.1375  25.5717
Si  4.0513  4.1167  25.4862
Si  9.6211  4.007  25.5573
Si  1.443  6.6919  25.4731
Si  6.8063  6.7974  25.5816
Si  4.1444  9.4225  25.4048
Si  9.6446  9.6224  25.6279
Si  2.7782  -0.0319  26.817
Si  8.2303  -0.0476  27.0151
Si  -0.0034  2.7371  27.0139
Si  5.4616  2.6886  26.8317
Si  2.7742  5.446  26.9528
Si  8.2281  5.4301  26.8796
Si  0.0743  8.1456  26.8607
Si  5.4675  8.1827  26.9502
Si  4.1018  1.3673  28.2872
Si  9.5708  1.3673  28.2872
Si  1.3673  4.1018  28.2872
Si  6.8362  4.1018  28.2872
Si  4.1018  6.8362  28.2872
Si  9.5708  6.8362  28.2872
Si  1.3673  9.5708  28.2872
Si  6.8362  9.5708  28.2872
Si  0  0  29.6545
Si  5.469  0  29.6545
Si  2.7345  2.7345  29.6545
Si  8.2035  2.7345  29.6545
Si  0  5.469  29.6545
Si  5.469  5.469  29.6545
Si  2.7345  8.2035  29.6545
Si  8.2035  8.2035  29.6545
Si  1.3673  1.3673  31.0217
Si  6.8362  1.3673  31.0217
Si  4.1018  4.1018  31.0217
Si  9.5708  4.1018  31.0217
Si  1.3673  6.8362  31.0217
Si  6.8362  6.8362  31.0217
Si  4.1018  9.5708  31.0217
Si  9.5708  9.5708  31.0217
Si  2.7345  0  0.6835
Si  8.2035  0  0.6835
Si  0  2.7345  0.6835
Si  5.469  2.7345  0.6835
Si  2.7345  5.469  0.6835
Si  8.2035  5.469  0.6835
Si  0  8.2035  0.6835
Si  5.469  8.2035  0.6835
Si  4.1018  1.3673  2.0507
Si  9.5708  1.3673  2.0507
Si  1.3673  4.1018  2.0507
Si  6.8362  4.1018  2.0507
Si  4.1018  6.8362  2.0507
Si  9.5708  6.8362  2.0507
Si  1.3673  9.5708  2.0507
Si  6.8362  9.5708  2.0507
Si  0  0  3.418
Si  5.469  0  3.418
Si  2.7345  2.7345  3.418
Si  8.2035  2.7345  3.418
Si  0  5.469  3.418
Si  5.469  5.469  3.418
Si  2.7345  8.2035  3.418
Si  8.2035  8.2035  3.418
Si  1.2471  1.521  4.6883
Si  6.8575  1.3795  4.89
Si  4.1227  4.0695  4.7165
Si  9.5667  4.1152  4.8805
Si  1.3476  6.8666  4.8728
Si  6.7818  6.8882  4.6657
Si  4.0715  9.5933  4.793
Si  9.5666  9.5857  4.7983
Si  2.5963  0.1284  5.9135
Si  8.3104  0.0424  6.2837
Si  0.1112  2.848  6.3402
Si  5.4171  2.7874  6.2122
Si  2.8791  5.4841  6.0866
Si  8.0408  5.5335  6.0482
Si  -0.082  8.239  6.2906
Si  5.509  8.2115  6.1051
Si  3.5277  1.7789  7.3136
Si  10.1141  1.0484  7.5993
Si  2.1266  3.7649  7.5025
As  6.3559  4.6054  7.5607
As  4.5618  6.482  7.5064
Si  8.8889  7.3043  7.3466
Si  0.9544  10.1316  7.3249
Si  7.2708  9.1547  7.4096
O  2.345  4.3533  9.0768
O  3.5368  1.0335  8.818
O  6.8202  9.518  8.9754
O  17.1778  4.0129  17.5974
O  9.7372  1.667  9.1221
O  4.29  9.7196  9.8938
O  7.7165  2.4603  23.0213
O  11.0867  11.2474  22.8834
O  2.8592  7.9568  22.5065
O  5.6344  5.5241  22.6741
O  5.9529  -0.9302  22.5748
O  8.588  7.9842  23.0221
Si  -1.9059  6.1684  12.9924
Si  2.3613  -2.8566  13.0873
Si  23.7669  1.2021  16.5808
Si  28.0288  0.6301  19.4314
Si  13.9967  15.493  10.5354
Si  4.8466  6.8675  11.6002
Si  -4.5518  -5.0438  14.2392
Si  9.1563  -8.3662  10.3642
Si  -1.5144  -7.1737  19.4801
Si  7.3179  -11.2722  16.904
Si  -4.7719  -1.7475  21.1669
Si  4.7445  1.0311  16.9401
Si  11.5797  5.9381  11.7947
Si  13.9173  -0.3474  9.5068
Si  19.1793  1.523  14.7243
Si  32.6746  2.1914  13.0767
Si  10.3343  0.0042  21.4778
Si  6.8285  -5.7584  18.5698
Si  7.951  1.975  21.4932
Si  1.9368  6.5098  15.6569
Si  5.8489  -1.4989  10.2815
Si  12.6264  7.7451  18.3378
Si  10.8462  12.1123  18.7345
Si  11.0894  9.9821  16.819
Si  17.7699  1.0864  11.9521
Si  9.0082  8.2699  21.4743
Si  -6.9144  2.4158  12.4349
Si  -4.8402  -7.456  16.0582
Si  -1.6776  -5.1913  10.1248
Si  2.5704  7.1184  21.1191
Si  -11.039  6.2503  20.1823
Si  -8.9671  21.9968  12.3911
Si  13.2059  3.5599  14.5091
Si  7.3057  -14.4352  16.5965
Si  -5.6761  6.0939  21.1817
Si  9.9283  18.4553  15.3926
O  13.3726  6.8222  17.1917
O  13.55  7.5631  14.6116
O  5.474  7.7201  21.1636
O  0.2935  -3.9219  18.7944
O  22.7306  0.1674  15.8658
O  10.2025  -1.8909  15.8528
O  9.8514  2.4646  18.5901
O  5.6871  4.7207  15.1028
O  29.4608  11.7968  13.3805
O  3.653  -5.0402  20.9532
O  13.5248  7.9779  19.6995
O  4.9844  1.3223  18.535
O  7.7637  1.8679  10.8555
O  3.2878  -21.4763  16.7095
O  9.3697  -3.4025  13.8437
O  8.8098  0.5855  21.5266
O  27.7572  7.9003  10.8605
O  8.3961  -6.1667  18.7328
O  7.4159  0.3159  18.4141
O  8.3723  0.3412  15.853
O  10.7187  4.6564  19.8881
O  10.2245  -0.1351  17.9521
O  10.872  -4.9422  10.3248
O  6.6024  1.648  20.6311
O  7.4581  19.9368  16.9824
O  12.2744  1.5813  18.0695
O  -2.437  6.3671  11.4538
O  -5.1292  -0.0449  16.3507
O  13.0329  2.5465  15.7486
O  3.2409  1.0416  12.8051
O  -8.6139  5.025  15.1796
O  6.6564  17.5725  17.8511
O  1.308  -1.7853  17.6236
O  4.2694  16.6208  10.6022
O  3.64  -3.1457  12.1502
O  -8.9746  -5.909  11.6497
O  5.566  -4.7671  12.878
O  1.9743  9.6887  8.581
O  1.0614  7.4039  12.3655
O  6.0917  5.2884  20.0285
O  14.5365  3.0954  11.0122
O  4.8763  2.4175  16.1008
O  -3.5198  2.7471  15.435
O  0.3171  -15.2588  15.5673
O  -4.4825  -3.7114  15.2038
O  2.1164  -1.2728  13.1817
O  -8.9113  -0.015  10.7779
O  11.9463  -7.6871  13.524
O  17.2988  -0.368  11.3592
O  -2.0066  -6.7936  9.8943
O  -0.6824  9.3196  21.2931
O  9.4448  -4.0795  20.7853
O  10.4479  5.3503  12.8403
O  5.5458  -0.7678  20.0242
O  0.1998  11.6909  20.2829
O  10.178  2.6358  11.6327
O  1.0876  6.4616  21.2759
O  7.886  -5.5739  13.8182
O  19.7743  -4.2656  8.8813
O  3.6549  -7.5064  13.6529
O  7.7188  8.9229  20.7365
O  9.693  -8.8314  14.2714
O  16.5345  2.0811  12.3083
O  0.5413  -21.1416  12.8357
O  19.7449  6.8439  16.3614
O  -2.1822  3.2149  20.8447

Results
free energy: -145156.845 eV
free energy less fixed offsets of As -4856.12, O -568.88, Si -635.61 eV per atom: -1.645 eV

Forces (eV/angstrom), in the order of the atoms: element, x, y, z
Si  0.0051  0.0002  0.0056
Si  -0.0075  0.0098  0.01
As  0.0006  0.0003  -0.0002
Si  -0.0006  0.0085  0.0121
As  -0.0028  0.0026  -0.0069
Si  0.0002  -0.0005  0.002
Si  -0.0041  -0.001  -0.0014
Si  0.0038  0.0003  0.0154
Si  -0.0019  0.0053  0.005
Si  0.0033  -0.0066  -0.0005
Si  -0.0054  0.0002  0.0095
Si  0.005  -0.009  0.0047
Si  0.001  -0.0057  0.0076
Si  0  0.0067  0.0035
Si  0.0064  0.0045  -0.0023
Si  -0.0091  0  0.0015
Si  -0.0068  -0.002  0.0012
Si  -0.0009  -0.0057  0.0029
Si  -0.0093  -0.0111  0
Si  0.0023  0.0086  0.0018
Si  0.0112  0.0065  -0.0066
Si  -0.0032  -0.0007  0.0002
Si  0.004  0.001  -0.0007
Si  0.0056  -0.0051  0.0046
Si  -0.0255  -0.1588  -0.5411
Si  -0.1259  -0.0423  0.6617
Si  0.1388  0.2249  0.4439
Si  -0.0121  -0.32  -0.5435
Si  0.0323  0.0277  0.3777
Si  0.1188  -0.075  -0.4679
Si  0.3295  -0.1147  -0.5747
Si  -0.1408  -0.3019  0.5275
Si  -0.0855  0.044  -0.0056
Si  0.0449  0.0019  0.0204
Si  -0.1002  -0.008  -0.0103
Si  -0.0349  -0.0551  0.0488
Si  0.0658  0.0316  0.0409
Si  -0.0754  0.0375  -0.0055
Si  0.0357  0.0171  0.0312
Si  -0.1328  0.0127  0.0222
Si  0.0717  -0.0271  0.0162
Si  -0.0033  -0.0005  -0.0142
Si  0.0569  -0.0456  0.0115
Si  -0.031  0.0317  -0.0207
Si  -0.0054  0.0557  -0.0224
Si  0.1086  -0.0784  0.0187
Si  -0.0368  -0.0024  -0.024
Si  0.0358  -0.0513  0.0122
Si  0.0516  -0.0402  0.0088
Si  -0.0834  0.106  -0.0365
Si  -0.0623  0.03  0.0139
Si  0.0278  -0.0502  0.0241
Si  -0.1148  0.114  -0.0462
Si  0.0203  -0.0516  0.0152
Si  -0.0035  -0.0357  0.0161
Si  -0.0407  0.0551  0.0093
Si  -0.0633  0.0103  0.0113
Si  -0.061  -0.1945  -0.0547
Si  0.2072  0.0241  -0.0662
Si  0.0341  0.125  -0.0023
Si  -0.0624  -0.2003  -0.0446
Si  0.0165  0.0691  0.007
Si  0.055  0.0753  0.0124
Si  0.1392  0.0162  -0.028
Si  -0.3568  0.1376  -0.2605
Si  0.2168  0.15  0.5123
Si  -0.125  0.2376  -0.7459
Si  0.1204  -0.0498  0.6377
Si  -0.0249  0.0714  0.6594
Si  -0.1714  -0.1482  -0.702
Si  -0.1939  -0.0627  0.3205
Si  0.2508  0.3785  -0.3856
Si  0.0032  0.0022  -0.002
Si  -0.0055  0.0007  0.0009
Si  -0.0108  -0.0145  0.0023
Si  0.0068  0.0036  0.0003
Si  -0.0003  -0.0015  -0.0007
Si  0.0084  0.0151  -0.0015
Si  0.0038  -0.0038  0.0014
Si  -0.0016  -0.0003  0.0027
Si  -0.0038  0.0056  -0.0033
Si  0.0127  -0.0042  -0.0034
Si  -0.0049  -0.0086  0
Si  -0.0082  0.0032  -0.0076
Si  0.0058  0.0003  -0.0074
Si  -0.0129  -0.0041  -0.0062
Si  -0.0058  0.0019  0.0004
Si  0.0091  0.0033  -0.0069
Si  0.0109  0.0086  -0.0094
Si  0.0065  0.0107  -0.0069
Si  0.0008  -0.001  0.0019
As  0.0013  -0.0046  0.0084
As  -0.0029  0.0017  0.0057
Si  0.0181  0.0149  0.0167
Si  -0.0116  -0.0111  -0.0003
Si  -0.018  -0.0161  -0.0034
O  -0.0017  -0.0028  -0.0039
O  -0.0024  -0.0014  0.0094
O  0.0041  0.0035  0.0037
O  -0.0004  -0.0009  -0.0013
O  -0.0019  -0.0005  0.0041
O  0.0023  0.0006  -0.0003
O  -0.0007  -0.0011  -0.0098
O  -0.0041  0.0001  -0.0051
O  0.0026  0.0017  0.0068
O  0.0011  0.0005  0.0006
O  0.0007  -0.0024  -0.0021
O  0.0001  -0.0014  -0.0126
Si  -0.0018  0.0009  0.0011
Si  0.0024  0.0003  0.0012
Si  -0.0013  0.0026  -0.0003
Si  0.0009  0.0034  0.0008
Si  0.0027  0.0027  0.0046
Si  0.0011  -0.0005  -0.0042
Si  -0.0004  0.0013  0.0008
Si  -0.0019  0.0026  0.003
Si  0.0009  0.0004  0.0011
Si  0.0019  -0.0003  0.0012
Si  -0.0019  0.0009  -0.005
Si  -0.001  0.0014  0.0028
Si  -0.002  -0.0008  -0.0022
Si  -0.0019  -0.0054  0.0067
Si  0.0001  -0.001  0.0017
Si  0.0015  0.0019  0.0005
Si  0.0046  -0.0006  -0.0039
Si  -0.0003  0.0008  0.001
Si  -0.0049  0.0037  -0.0013
Si  0  -0.0006  0.0005
Si  -0.0008  -0.0044  0.0019
Si  0.0005  0.0007  0.0005
Si  -0.0004  -0.0001  -0.0012
Si  0.0002  0.0005  0.0008
Si  -0.0018  -0.0008  -0.001
Si  0.0031  -0.0019  0.0018
Si  0.0031  -0.0005  0.0001
Si  0.0008  0.0012  0.0023
Si  -0.0019  -0.0002  0.0018
Si  -0.0048  -0.0034  -0.0052
Si  0.0025  -0.0021  0.0035
Si  -0.0017  0.0018  0.0013
Si  -0.0002  -0.0006  0.0038
Si  0.0008  0.001  0.0023
Si  0.003  -0.0019  -0.0051
Si  -0.0019  0  0.002
O  0.0003  -0.0002  0.0006
O  -0.0006  0.0008  -0.0002
O  0.0002  0.0016  0.003
O  -0.0002  0.0011  -0.0013
O  -0.0018  -0.0014  0.0012
O  0.0009  0.0003  0.0013
O  -0.0015  0.0018  0.0006
O  0.0005  -0.0018  0.0026
O  -0.0004  0.0008  0.0016
O  0.0013  0.0018  0.0028
O  0.0018  0.0006  0.0031
O  0  0.0003  0.0016
O  0.002  0.0004  0.0012
O  0.0033  -0.0019  0.0011
O  -0.0001  0.0004  0.0007
O  0.0031  -0.0029  0.0033
O  -0.0004  0.0035  0.001
O  0.0015  0.0011  0.0018
O  0.0006  -0.0002  0.0015
O  0.0004  0.002  -0.0009
O  -0.0007  -0.0008  0.001
O  0.0002  0.0001  0.0009
O  -0.0003  0.001  0.0013
O  0.0011  0.0004  0.0021
O  -0.0002  0.0008  0.0006
O  0.0017  0.0007  0.0016
O  0.0016  0.0006  0.0004
O  -0.0011  0.0009  0.0009
O  -0.0006  0.0016  -0.0013
O  -0.0038  -0.0027  -0.0004
O  0.0002  -0.001  0.0001
O  0.0002  0.0014  0.0003
O  -0.0008  0.0003  0.0012
O  -0.0013  -0.0003  0.0006
O  -0.0035  0.0019  0.0027
O  0.0008  -0.0004  -0.0004
O  0.0001  0.0012  0.001
O  0.001  0.0034  -0.0008
O  -0.0004  0.0003  0.0015
O  -0.001  0.0014  0.0046
O  -0.0019  -0.0001  0.0006
O  -0.0003  0.0003  0.0016
O  -0.0015  0.0013  0.001
O  0.0002  0.0006  0.0011
O  -0.0002  0.0007  0.0014
O  -0.0011  0.0017  -0.0015
O  0.0019  0.0014  0.0041
O  -0.0014  -0.0012  0.0001
O  0.0003  0.0034  0.0021
O  0.0016  -0.0035  0.002
O  -0.0016  0.0041  0.007
O  -0.0022  0.0039  0.0028
O  0  0.0005  0.001
O  -0.0002  -0.0027  0.0037
O  -0.0026  -0.0053  0.0098
O  -0.0007  -0.0019  0.0001
O  0.002  0.0027  0.0007
O  0.001  -0.0001  0.001
O  -0.0016  0.0005  -0.0134
O  -0.0005  0.0001  0.0012
O  0.0032  -0.0005  0.0024
O  -0.0012  -0.0001  -0.0003
O  -0.0022  -0.0009  0.0009
O  0.0035  0.0005  -0.0016
O  0.0005  0.0011  0
O  -0.0004  -0.0006  0.0029

The program warned: the cutoff lies below the one the program advises for these potential files; the forces do not sum to zero within the program's tolerance; the exchange-correlation potential is rough where the density is thin.
